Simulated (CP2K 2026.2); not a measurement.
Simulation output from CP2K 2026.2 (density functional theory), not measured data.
Periodic cell of 1128 atoms, Si864O264, from a study of silicon, its oxide and their interface. The atomic structure is a simulated model.
Doubt: the forces sum to 1.63 eV/angstrom along one axis rather than to zero, so they err by at least 0.0014 eV/angstrom per atom on average; the grid cutoff is modest.

Settings: functional PBE; method Gaussian and plane waves; basis set DZVP-MOLOPT-SR-GTH; pseudopotentials GTH-PBE; grid cutoff 350 Ry, relative cutoff 50 Ry; k points Gamma only; occupations fixed; spin none; net charge 0.

Cell vectors (angstrom)
a 32.64 0 0
b 0 16.32 0
c -1.6379 0.4267 38.7583

Atoms: element, x, y, z (angstrom)
Si 31.3501 14.8138 1.5574
Si 1.8919 1.0695 1.3014
Si 30.7666 4.6046 1.2505
Si 1.8794 6.2473 1.6623
Si 30.9222 9.5542 1.2863
Si 0.9172 12.6555 1.1852
Si 5.5292 0.1541 2.5947
Si 5.0295 1.0756 37.1182
Si 3.6463 4.6448 1.6877
Si 6.2659 7.4503 1.402
Si 4.5383 9.0855 1.5025
Si 7.4044 11.874 1.2659
Si 9.1607 15.6366 1.3781
Si 10.5379 4.2772 38.3336
Si 7.4429 1.1143 1.3541
Si 9.4553 10.1308 38.3043
Si 9.0384 10.0633 1.5377
Si 11.7767 12.1524 0.7117
Si 14.4259 13.3439 0.7491
Si 15.8222 0.7748 0.5939
Si 11.234 5.709 0.628
Si 16.5703 3.5238 0.7078
Si 13.3366 8.0287 0.9478
Si 17.0696 11.8516 0.9123
Si 19.2576 15.3568 0.1018
Si 22.1623 15.6404 0.1425
Si 13.2348 4.8416 37.0927
Si 21.1925 6.0644 0.673
Si 18.559 7.5639 0.5993
Si 20.3184 10.7952 36.9197
Si 24.7647 13.149 38.1069
Si 25.3141 16.1408 38.725
Si 25.2075 3.6358 0.8383
Si 28.8976 6.2819 1.1924
Si 22.7209 8.9017 0.6905
Si 28.3067 11.3117 1.2064
Si 0.0966 0.0888 2.604
Si 2.7343 2.7533 2.7217
Si -0.078 5.3912 2.6863
Si 2.7786 8.1343 2.7473
Si 32.5067 10.9201 2.5157
Si 2.6389 13.7475 2.4995
Si 3.6231 15.6385 1.3694
Si 8.435 2.9952 2.6868
Si 5.433 5.6657 2.7714
Si 8.0073 8.327 2.7079
Si 5.5493 10.9501 2.5717
Si 8.2231 13.7405 2.547
Si 10.8198 0.1638 2.878
Si 12.7486 2.5507 2.3545
Si 10.1574 4.9786 2.635
Si 14.0893 8.6162 3.0298
Si 10.879 11.0687 2.6592
Si 14.2177 14.0501 2.9676
Si 15.9538 15.669 3.0664
Si 19.8047 3.1974 2.9811
Si 16.8318 5.6953 3.0094
Si 18.4337 7.5569 2.919
Si 15.8083 10.2755 3.0068
Si 18.8897 13.6328 2.7488
Si 22.2748 0.4358 3.076
Si 23.959 2.1326 3.0908
Si 21.302 5.0501 2.8533
Si 24.9753 8.7971 2.7889
Si 22.1187 10.9904 2.6858
Si 24.9561 14.0136 3.1199
Si 26.6445 15.6985 3.092
Si 29.9313 2.711 2.4916
Si 27.2662 5.3201 2.6195
Si 29.8464 7.9766 2.6386
Si 26.8539 10.4196 2.8613
Si 29.8517 13.5415 2.8575
Si 31.3202 1.4263 3.9469
Si 1.2514 4 4.0686
Si 31.2856 6.7871 4.0643
Si 1.2942 9.5638 3.8951
Si 31.245 12.1476 4.1016
Si 1.3493 15.004 4.0249
Si 4.1721 1.447 4.0514
Si 6.8114 4.1665 3.9859
Si 4.0781 6.8793 4.2394
Si 6.7492 9.6522 4.15
Si 4.0521 12.3159 3.823
Si 6.7293 14.9498 3.9502
Si 9.4336 1.4602 4.2267
Si 11.9305 4.0814 3.9328
Si 9.3672 6.813 3.9196
Si 12.2333 9.6441 4.0537
Si 9.5702 12.4386 4.0317
Si 12.2985 15.0181 4.0409
Si 15.0173 1.2343 4.1088
Si 17.8972 4.0349 4.2171
Si 15.0255 6.7652 4.1431
Si 17.5834 9.3431 4.1996
Si 14.9988 12.1913 4.184
Si 17.7233 14.8789 4.3198
Si 20.5423 1.4166 4.3057
Si 23.0528 4.0489 4.1263
Si 20.313 6.74 4.1435
Si 23.2922 9.6477 4.2216
Si 20.4455 12.2195 3.8979
Si 23.1992 14.9827 4.3115
Si 25.7602 1.2175 4.268
Si 28.5594 3.9578 4.0219
Si 25.8841 6.8308 3.8741
Si 28.5214 9.3345 4.1065
Si 25.9378 12.1739 4.2024
Si 28.5226 14.8803 4.2348
Si 29.9345 16.3721 5.3623
Si -0.0368 2.6776 5.4667
Si 29.9229 5.3641 5.3856
Si 0.001 8.1935 5.3657
Si 29.8934 10.7635 5.4298
Si -0.0268 13.614 5.3787
Si 2.7626 16.346 5.3614
Si 5.4761 2.8127 5.4069
Si 2.6578 5.415 5.4043
Si 5.4266 8.2692 5.5245
Si 2.6941 10.9381 5.2468
Si 5.3876 13.6016 5.319
Si 8.0536 16.3115 5.4013
Si 10.8474 2.7562 5.5402
Si 8.106 5.5131 5.4219
Si 10.8509 8.1503 5.27
Si 8.2048 11.004 5.3836
Si 10.9336 13.6921 5.4431
Si 13.5837 16.3456 5.5219
Si 16.3908 2.6615 5.4043
Si 13.5019 5.3684 5.268
Si 16.2862 8.0706 5.658
Si 13.5243 10.9566 5.5289
Si 16.3878 13.4638 5.6092
Si 19.0782 16.3514 5.5276
Si 21.8364 2.7566 5.6967
Si 19.1009 5.4243 5.6728
Si 21.7938 8.1701 5.3576
Si 19.077 10.8236 5.334
Si 21.7381 13.5442 5.4331
Si 24.4946 16.2699 5.7556
Si 27.1891 2.667 5.4354
Si 24.5007 5.4775 5.308
Si 27.1831 8.0247 5.4734
Si 24.5463 10.9504 5.6413
Si 27.279 13.4765 5.6185
Si 31.2631 14.9764 6.7466
Si 1.375 1.3285 6.765
Si 31.2583 4.0539 6.8028
Si 1.3324 6.8134 6.7489
Si 31.2829 9.4736 6.7894
Si 1.3584 12.2536 6.7082
Si 4.0797 14.9666 6.7332
Si 6.7674 1.3951 6.7783
Si 4.0588 4.1054 6.7704
Si 6.7817 6.8548 6.8171
Si 4.0081 9.6277 6.7582
Si 6.7843 12.2989 6.7318
Si 9.5123 15.0333 6.7618
Si 12.2355 1.3942 6.8645
Si 9.4732 4.1528 6.8126
Si 12.2145 6.7904 6.6807
Si 9.5366 9.5449 6.6973
Si 12.2091 12.3131 6.8712
Si 14.9735 14.9303 6.8374
Si 17.6951 1.3603 6.8696
Si 14.9404 4.0561 6.6876
Si 17.6892 6.7618 6.9693
Si 14.9062 9.5383 6.8547
Si 17.7751 12.1218 6.8682
Si 20.4219 14.9293 6.8356
Si 23.1534 1.3589 7.0202
Si 20.4451 4.0808 7.0058
Si 23.1397 6.794 6.7424
Si 20.4302 9.5002 6.7573
Si 23.0966 12.2659 6.8984
Si 25.893 14.8555 6.9553
Si 28.5709 1.3456 6.7985
Si 25.8276 4.0883 6.7421
Si 28.5677 6.6981 6.8044
Si 25.8886 9.4657 6.8579
Si 28.6273 12.1193 6.8976
Si 0.0009 16.3012 8.1277
Si 2.7155 2.7168 8.1233
Si -0.0173 5.4467 8.1279
Si 2.6905 8.1939 8.1035
Si 0.0079 10.8824 8.1037
Si 2.713 13.6049 8.0963
Si 5.4155 16.3366 8.1228
Si 8.1365 2.7461 8.1459
Si 5.4108 5.472 8.1393
Si 8.1814 8.2112 8.1199
Si 5.423 10.9401 8.1095
Si 8.1528 13.6423 8.1096
Si 10.8559 16.3555 8.1778
Si 13.6343 2.7434 8.1616
Si 10.8762 5.4864 8.1317
Si 13.5462 8.1351 8.1363
Si 10.8561 10.8807 8.1404
Si 13.6047 13.6231 8.2205
Si 16.3319 16.3015 8.1967
Si 19.033 2.7043 8.2641
Si 16.2626 5.3785 8.1823
Si 19.0816 8.1773 8.2047
Si 16.3361 10.8372 8.2093
Si 19.0741 13.5619 8.2036
Si 21.7457 16.2823 8.2586
Si 24.5392 2.7654 8.2381
Si 21.8339 5.4788 8.2334
Si 24.474 8.1301 8.1708
Si 21.7477 10.8502 8.1908
Si 24.4664 13.5728 8.2837
Si 27.2509 16.2962 8.2079
Si 29.905 2.7062 8.173
Si 27.1871 5.3878 8.1698
Si 29.9194 8.1037 8.1448
Si 27.2306 10.8048 8.2391
Si 29.9567 13.5875 8.1582
Si 31.2444 1.3565 20.3645
Si 1.3392 4.0484 20.3137
Si 31.2558 6.7616 20.3572
Si 1.3316 9.524 20.3204
Si 31.2507 12.2209 20.3931
Si 1.3251 14.9533 20.3137
Si 4.0611 1.3287 20.3054
Si 6.7846 4.0882 20.3026
Si 4.07 6.8195 20.2904
Si 6.8026 9.5393 20.3077
Si 4.0855 12.2298 20.2861
Si 6.8116 14.9468 20.331
Si 9.5237 1.3564 20.3171
Si 12.2435 4.0861 20.3345
Si 9.5115 6.8037 20.3227
Si 12.2569 9.5369 20.4217
Si 9.5338 12.263 20.3795
Si 12.2461 14.9781 20.3778
Si 14.9848 1.3952 20.4482
Si 17.6955 4.137 20.4943
Si 14.9863 6.8378 20.4296
Si 17.7091 9.5284 20.4627
Si 14.9709 12.2419 20.4474
Si 17.7166 14.9745 20.4856
Si 20.4091 1.4092 20.4646
Si 23.1222 4.0817 20.5188
Si 20.4086 6.7951 20.5257
Si 23.1499 9.499 20.5108
Si 20.4397 12.245 20.5008
Si 23.1464 14.9758 20.4766
Si 25.8284 1.3434 20.4779
Si 28.5316 4.0722 20.4339
Si 25.8385 6.7942 20.5067
Si 28.5328 9.4758 20.4159
Si 25.855 12.2388 20.4603
Si 28.5386 14.9313 20.4412
Si 29.9097 16.3177 21.7491
Si -0.0259 2.7122 21.699
Si 29.9192 5.4182 21.7692
Si -0.0336 8.153 21.6621
Si 29.8813 10.842 21.7452
Si -0.0105 13.6082 21.7028
Si 2.6718 16.3122 21.6606
Si 5.4305 2.6961 21.6223
Si 2.7062 5.438 21.6055
Si 5.4274 8.1884 21.6392
Si 2.7201 10.8883 21.6358
Si 5.4362 13.5709 21.6551
Si 8.2005 16.2919 21.676
Si 10.8605 2.7366 21.663
Si 8.1461 5.4401 21.6621
Si 10.8389 8.1625 21.7056
Si 8.1419 10.8939 21.6909
Si 10.8971 13.6305 21.7489
Si 13.5992 16.3261 21.7511
Si 16.2998 2.808 21.8385
Si 13.577 5.454 21.6994
Si 16.3489 8.1846 21.8309
Si 13.6183 10.883 21.8273
Si 16.3505 13.5814 21.8159
Si 19.07 16.3839 21.8333
Si 21.7247 2.7565 21.8867
Si 19.0377 5.4717 21.9347
Si 21.8137 8.113 21.8882
Si 19.0915 10.8498 21.8446
Si 21.8236 13.6112 21.8535
Si 24.4756 16.3283 21.8818
Si 27.1792 2.72 21.8214
Si 24.4899 5.4316 21.8962
Si 27.2308 8.1349 21.867
Si 24.5404 10.8663 21.845
Si 27.1828 13.598 21.8535
Si 31.2934 14.9721 23.0857
Si 1.3152 1.3395 23.0435
Si 31.2954 4.0633 23.1044
Si 1.3575 6.7959 22.9517
Si 31.2311 9.4492 23.0604
Si 1.3748 12.2306 23.0032
Si 4.0153 14.901 22.9549
Si 6.8081 1.3357 22.9547
Si 4.0436 4.0567 22.93
Si 6.7843 6.8298 22.9736
Si 4.0682 9.5433 22.9952
Si 6.7925 12.251 23.0586
Si 9.5492 14.9864 23.1207
Si 12.21 1.4064 23.0363
Si 9.4714 4.049 23.0222
Si 12.1573 6.7438 23.0276
Si 9.4965 9.5468 23.0504
Si 12.2508 12.2929 23.1371
Si 14.9802 14.9863 23.1228
Si 17.713 1.4783 23.1715
Si 14.8811 4.1881 23.1744
Si 17.6704 6.8718 23.2885
Si 14.9607 9.4917 23.2078
Si 17.6994 12.1827 23.1886
Si 20.4693 15.0253 23.1674
Si 23.0904 1.3918 23.227
Si 20.4289 4.1356 23.3293
Si 23.1405 6.7566 23.3229
Si 20.4683 9.4902 23.2221
Si 23.2065 12.2329 23.2121
Si 25.8351 14.9683 23.2648
Si 28.5641 1.3488 23.1272
Si 25.8459 4.0567 23.2506
Si 28.6107 6.7447 23.2121
Si 25.8893 9.514 23.243
Si 28.5528 12.1791 23.1544
Si 0.0332 16.285 24.4861
Si 2.6448 2.7801 24.3141
Si 0.0093 5.5244 24.3667
Si 2.7362 8.1147 24.2883
Si 0.0211 10.8151 24.2729
Si 2.6926 13.5892 24.4042
Si 5.3931 16.2854 24.1905
Si 8.1479 2.6441 24.3671
Si 5.444 5.3844 24.2278
Si 8.0905 8.2043 24.37
Si 5.3676 10.9223 24.3927
Si 8.1441 13.6177 24.4343
Si 10.9238 16.3887 24.4555
Si 13.4547 2.7974 24.4463
Si 10.7913 5.3957 24.4073
Si 13.4624 8.0858 24.3999
Si 10.8223 10.9383 24.4235
Si 13.6701 13.6029 24.5204
Si 16.2887 16.4517 24.4241
Si 19.0118 2.811 24.6657
Si 16.1533 5.6026 24.6061
Si 19.1663 8.1518 24.6598
Si 16.3837 10.7853 24.6184
Si 19.0772 13.6432 24.4168
Si 21.8054 16.34 24.6408
Si 24.3798 2.7841 24.6151
Si 21.811 5.425 24.8092
Si 24.5622 8.127 24.6125
Si 21.8678 10.8473 24.5426
Si 24.5283 13.5473 24.6658
Si 27.2124 16.3911 24.5671
Si 29.9959 2.6299 24.4642
Si 27.3007 5.3403 24.5933
Si 29.9695 8.1249 24.5797
Si 27.2511 10.859 24.6439
Si 29.9627 13.564 24.3971
Si 31.351 1.3207 25.8819
Si 1.3236 4.1828 25.7115
Si 31.4454 6.8298 25.9208
Si 1.3434 9.4402 25.609
Si 31.4267 12.2049 25.6458
Si 1.3908 14.9117 25.8502
Si 4.0406 1.3363 25.4641
Si 6.7701 4.0549 25.607
Si 4.0895 6.6932 25.5644
Si 6.6852 9.5363 25.7228
Si 4.0071 12.254 25.8036
Si 6.6487 14.9753 25.6295
Si 9.4613 1.3285 25.8374
Si 11.9758 3.969 25.8868
Si 9.4385 6.8126 25.6816
Si 12.1718 9.5205 25.6853
Si 9.4193 12.1977 25.8335
Si 12.4615 15.1836 25.7974
Si 14.9202 1.5533 25.7463
Si 17.536 4.2667 25.9106
Si 14.5684 6.8047 26.02
Si 17.8418 9.4767 26.055
Si 15.0261 12.2056 25.9156
Si 17.6991 15.0754 25.6632
Si 20.441 1.418 26
Si 23.1982 4.107 26.2699
Si 20.4182 6.7774 26.1836
Si 23.1977 9.4831 25.9843
Si 20.4887 12.3108 25.7373
Si 23.1557 14.9129 26.0263
Si 25.7005 1.3857 25.9009
Si 28.7727 3.992 25.895
Si 26.0068 6.765 25.9213
Si 28.6514 9.4878 25.9858
Si 25.9153 12.2006 26.0866
Si 28.6073 14.9093 25.745
Si 30.0723 16.082 27.1265
Si -0.1388 2.9929 27.1169
Si 30.3045 5.2064 27.1626
Si 0.2236 8.2042 27.2756
Si 30.1853 10.8872 27.0973
Si 0.1386 13.3857 27.1794
Si 2.7442 16.4727 26.9654
Si 5.3165 2.6905 26.8084
Si 2.7215 5.5274 27.0575
Si 5.3749 8.0331 26.9276
Si 2.6178 10.7736 26.9881
Si 5.3086 13.7194 27.1105
Si 7.9804 16.2808 27.0137
Si 10.5608 2.7221 27.4037
Si 8.089 5.4026 26.9724
Si 10.7152 8.2523 27.011
Si 7.9239 10.9409 27.1183
Si 10.7492 13.1908 27.5178
Si 13.7841 16.5016 27.2063
Si 16.1181 2.9152 27.1908
Si 13.2017 5.3365 27.2932
Si 13.6563 7.7245 29.5934
Si 13.7783 10.5328 27.0713
Si 16.4615 13.7255 27.0698
Si 18.978 16.3354 27.1755
Si 21.7284 2.676 27.5726
Si 18.5981 5.7293 27.4154
Si 21.8775 8.1906 27.4861
Si 19.1711 11.0586 27.1549
Si 21.7011 13.5606 27.2983
Si 24.5965 16.2544 27.3288
Si 27.7545 2.711 27.6175
Si 24.6971 5.636 27.5087
Si 27.401 8.0154 27.3675
Si 24.5916 10.7416 27.4434
Si 27.3719 13.6327 27.3073
Si 30.9894 14.298 28.3329
Si 1.5966 1.7867 28.2598
Si -0.2379 5.224 32.508
Si 2.0431 7.2532 28.5486
Si -0.7336 10.0042 28.4738
Si 1.1191 11.6907 28.5626
Si 4.3061 15.4279 28.4162
Si 6.4893 1.2978 28.2548
Si 5.5879 4.8776 29.4378
Si 6.6435 6.6305 28.2768
Si 3.6654 9.0287 28.1032
Si 6.9425 12.6772 28.403
Si 8.3723 14.5816 28.5837
Si 12.7672 1.2942 29.0367
Si 9.1331 4.1399 28.6692
Si 11.7813 6.8275 28.491
Si 9.2335 9.4957 28.364
Si 12.3586 11.7546 28.5259
Si 15.4175 15.3646 28.3867
Si 17.4487 1.3878 28.3401
Si 14.5162 3.8955 28.6804
Si 17.3147 7.9325 27.8383
Si 14.9724 8.425 27.7539
Si 18.1505 12.8026 28.3768
Si 19.8175 14.5246 28.4587
Si 23.1613 1.1293 28.7544
Si 19.183 3.9571 29.0552
Si 23.6808 7.3014 28.8435
Si 20.6505 9.8955 28.5662
Si 22.9033 11.9625 28.6004
Si 26.5152 15.4821 28.5559
Si 28.4247 0.662 28.4644
Si 27.1921 5.0006 29.4521
Si 28.8574 6.4869 28.6125
Si 25.6976 9.0112 28.7796
Si 29.2744 12.6455 28.3098
Si 26.369 4.2555 32.3512
Si 23.3123 3.3236 36.8568
Si 0.7654 1.1154 33.0837
Si 1.5934 8.7304 33.1022
Si 30.8978 2.6621 32.3235
Si 4.506 10.6998 30.6747
Si 14.9237 1.6887 33.6624
Si 12.8061 16.3992 32.0237
Si 3.86 3.8657 28.196
Si 6.2862 13.1732 34.911
Si 3.2839 14.6945 30.3936
Si 9.6382 3.8932 33.5699
Si 20.3115 10.0941 34.0646
Si 14.0939 9.1715 35.2718
Si 16.737 11.8594 29.9916
Si 17.8029 1.2297 33.8383
Si 6.3217 10.0944 34.5293
Si 3.4429 8.9831 35.4662
Si 15.8022 11.6055 35.4651
Si 18.4296 7.9315 32.619
Si 11.3979 5.7852 31.7857
Si 18.0832 8.9995 29.7826
Si 14.0187 0.5226 36.4719
Si 20.5721 12.9112 34.911
Si 12.0193 8.8189 31.7647
Si 13.9317 13.0134 29.7191
Si 19.781 3.2133 33.6917
Si 23.813 6.0521 36.1996
Si 18.1838 14.7971 34.3777
Si 22.9026 5.9032 30.7039
Si 6.8502 3.5248 32.6299
Si 29.6287 2.6911 36.895
Si 28.3013 12.2412 31.2307
Si 31.1417 7.9087 32.7416
Si 2.6277 10.7842 37.5059
Si 2.088 6.6937 30.938
Si 4.9803 5.6535 31.5356
Si 0.9832 15.7218 35.5639
Si 3.721 3.3531 36.2057
Si 30.0319 4.7947 37.8231
Si 0.856 11.7072 32.9928
Si -1.4014 9.2736 37.6997
Si 29.6434 8.8657 35.3311
Si 8.4975 3.8647 36.3477
Si 31.3362 14.7955 30.5765
Si 8.1675 7.7903 29.6401
Si 2.549 12.3658 30.5085
Si 9.0394 15.4004 38.4412
Si 7.1773 3.0902 29.666
Si 6.1351 8.5568 31.9826
Si 30.7294 12.5053 32.7276
Si 7.7609 6.7714 37.1099
Si 14.3183 5.899 30.8558
Si 9.1449 12.4306 31.7863
Si 1.4391 16.1139 30.5727
Si 27.1101 15.1999 31.5126
Si 8.8793 9.0032 35.6088
Si 23.1452 10.6684 33.248
Si 17.4071 10.7321 37.8018
Si 10.669 10.6623 29.7851
Si 22.7383 15.1169 34.6965
Si 21.6333 5.2735 37.8542
Si 25.4236 8.6311 33.0184
Si 28.7359 3.7148 34.2807
Si 9.9243 0.6801 33.2597
Si 11.8467 16.392 38.1809
Si 21.4363 15.5983 30.6917
Si 25.0634 11.985 35.3558
Si 23.2215 13.1062 31.4094
Si 29.2382 0.8051 30.6541
Si 23.9456 13.2276 1.1987
Si 30.1614 8.5283 30.6077
Si 22.7305 0.5374 37.1487
Si 1.2611 3.6929 34.7349
Si 29.5304 0.6247 0.2123
Si 26.4064 7.0493 37.6357
Si 28.8244 5.9675 36.2236
Si 26.7421 9.5057 35.7664
Si 4.949 12.6311 37.7911
Si -0.0173 6.5057 38.1424
Si -0.508 13.1229 35.2405
Si 8.1075 15.4226 31.5157
Si 23.8947 2.9269 31.1234
Si 6.5933 2.7682 35.5482
Si 3.2591 15.1063 37.4235
Si 4.7465 7.3214 37.8528
Si 6.4243 12.0414 30.6388
Si 2.6303 5.1686 38.2214
Si 10.9996 12.7472 34.2196
Si -0.0334 11.9477 37.9762
Si 11.4486 9.8824 34.4736
Si 8.9981 14.7593 35.3486
Si 15.9298 14.5301 36.5387
Si 5.4542 14.5367 32.4218
Si 14.172 7.7456 37.8739
Si 13.3911 14.0695 32.4978
Si 10.0022 6.0293 29.8779
Si 20.0252 5.4272 31.6117
Si 15.6249 7.0891 33.5155
Si 17.9903 3.1671 35.9891
Si 16.359 13.0842 32.9035
Si 15.2969 4.3271 34.9601
Si 19.2169 2.2124 0.0937
Si 25.3032 14.081 33.4507
Si 27.1117 9.6314 30.6964
Si 24.5436 6.5715 33.2736
Si 21.8479 1.2373 32.891
Si -0.1145 2.0142 36.9196
Si 31.2836 1.3412 9.5037
Si 1.3512 4.0821 9.4785
Si 31.2739 6.7762 9.5213
Si 1.3428 9.5265 9.4888
Si 31.3108 12.2302 9.5065
Si 1.356 14.9448 9.4863
Si 4.0616 1.3625 9.4959
Si 6.7711 4.1015 9.4968
Si 4.0533 6.8375 9.4799
Si 6.7894 9.5583 9.4648
Si 4.0725 12.2742 9.4876
Si 6.7964 14.9907 9.4831
Si 9.504 1.4002 9.5214
Si 12.2514 4.1164 9.4948
Si 9.527 6.8459 9.4984
Si 12.2206 9.5198 9.5058
Si 9.4928 12.2549 9.4836
Si 12.2253 14.9883 9.5391
Si 14.9744 1.3679 9.5375
Si 17.6467 4.0647 9.5762
Si 14.9283 6.7892 9.5133
Si 17.6992 9.5023 9.5747
Si 14.9828 12.2395 9.5425
Si 17.6976 14.9362 9.5492
Si 20.3881 1.3303 9.6036
Si 23.1609 4.0981 9.5941
Si 20.4374 6.8217 9.5699
Si 23.1199 9.492 9.5452
Si 20.4183 12.2151 9.5783
Si 23.1197 14.9501 9.6197
Si 25.8825 1.3553 9.5589
Si 28.5425 4.047 9.545
Si 25.8367 6.768 9.5318
Si 28.591 9.4531 9.5612
Si 25.8449 12.1808 9.5762
Si 28.5939 14.9271 9.5479
Si 29.9379 16.3051 10.8915
Si -0.0074 2.7217 10.8527
Si 29.9056 5.4239 10.8839
Si -0.0133 8.1641 10.859
Si 29.9351 10.8698 10.8731
Si 0.0124 13.5902 10.8707
Si 2.7028 16.3188 10.8492
Si 5.4254 2.7265 10.8524
Si 2.7041 5.4542 10.8371
Si 5.4383 8.1824 10.8299
Si 2.7176 10.8881 10.8384
Si 5.4361 13.6278 10.8468
Si 8.1539 16.3376 10.8617
Si 10.8931 2.7493 10.8607
Si 8.16 5.4603 10.8388
Si 10.878 8.1776 10.8852
Si 8.142 10.9017 10.8516
Si 10.8717 13.5965 10.8624
Si 13.6011 16.3374 10.8937
Si 16.3197 2.7011 10.9375
Si 13.5939 5.4474 10.8976
Si 16.319 8.1307 10.8902
Si 13.6094 10.8661 10.8704
Si 16.3329 13.5942 10.9151
Si 19.0372 16.2874 10.9456
Si 21.7719 2.7171 10.9201
Si 19.0446 5.4432 10.8976
Si 21.7734 8.1653 10.9465
Si 19.0421 10.8764 10.9368
Si 21.7674 13.571 10.9542
Si 24.4951 16.332 10.9262
Si 27.2121 2.7015 10.9369
Si 24.5028 5.4442 10.9505
Si 27.1958 8.1213 10.9052
Si 24.4746 10.84 10.9283
Si 27.2035 13.5794 10.9006
Si 31.287 14.9402 12.2397
Si 1.3449 1.3582 12.2122
Si 31.2681 4.0638 12.2316
Si 1.3452 6.8008 12.2105
Si 31.2752 9.5113 12.2384
Si 1.3644 12.2299 12.2223
Si 4.0708 14.9718 12.2106
Si 6.7928 1.3747 12.2148
Si 4.0636 4.0914 12.1994
Si 6.7972 6.8177 12.1952
Si 4.077 9.5291 12.1991
Si 6.7896 12.2611 12.2097
Si 9.522 14.9703 12.2165
Si 12.2452 1.386 12.2397
Si 9.5252 4.1063 12.2129
Si 12.2431 6.8177 12.2473
Si 9.5116 9.5448 12.2187
Si 12.2509 12.2416 12.2209
Si 14.9697 14.9714 12.2545
Si 17.6879 1.3463 12.2927
Si 14.9598 4.0867 12.2649
Si 17.6887 6.7952 12.269
Si 14.9734 9.5159 12.2457
Si 17.6896 12.2442 12.2905
Si 20.4051 14.9381 12.305
Si 23.1251 1.36 12.2894
Si 20.4034 4.0811 12.2703
Si 23.129 6.7985 12.2989
Si 20.4072 9.5238 12.298
Si 23.1287 12.2107 12.2996
Si 25.8446 14.9459 12.2675
Si 28.5721 1.3326 12.2674
Si 25.8472 4.0646 12.293
Si 28.5491 6.7699 12.2642
Si 25.8398 9.4845 12.2754
Si 28.5624 12.2167 12.247
Si -0.0075 16.3176 13.5849
Si 2.7052 2.7266 13.5605
Si -0.0177 5.4414 13.5756
Si 2.7124 8.1641 13.5576
Si -0.0062 10.8771 13.5845
Si 2.7165 13.6031 13.5702
Si 5.4329 16.3305 13.5664
Si 8.1682 2.7311 13.5635
Si 5.4365 5.4477 13.5493
Si 8.159 8.1702 13.5656
Si 5.4353 10.889 13.561
Si 8.1632 13.6087 13.5702
Si 10.8909 16.3245 13.5814
Si 13.607 2.7268 13.6202
Si 10.8855 5.4523 13.5926
Si 13.6175 8.1637 13.6105
Si 10.8919 10.8873 13.58
Si 13.6131 13.5961 13.5971
Si 16.328 16.3129 13.6431
Si 19.0551 2.7158 13.6397
Si 16.3348 5.4352 13.629
Si 19.0442 8.1576 13.6432
Si 16.3286 10.874 13.6296
Si 19.0466 13.5916 13.6692
Si 21.7671 16.3129 13.6509
Si 24.4746 2.7184 13.6531
Si 21.7597 5.4366 13.6454
Si 24.481 8.1504 13.6606
Si 21.763 10.8719 13.6704
Si 24.4839 13.5915 13.6401
Si 27.1951 16.3081 13.6286
Si 29.9141 2.7108 13.6117
Si 27.1944 5.4269 13.6464
Si 29.9042 8.1546 13.5986
Si 27.1937 10.8668 13.6164
Si 29.9119 13.589 13.6003
Si 31.2649 1.3414 14.9554
Si 1.3398 4.0765 14.9243
Si 31.2584 6.7897 14.9476
Si 1.3491 9.5112 14.9292
Si 31.2667 12.2265 14.9511
Si 1.3494 14.9536 14.932
Si 4.0672 1.3677 14.9165
Si 6.8001 4.0897 14.9106
Si 4.0719 6.7995 14.908
Si 6.8019 9.5316 14.9182
Si 4.0751 12.2421 14.9211
Si 6.8003 14.9702 14.9181
Si 9.5297 1.3699 14.928
Si 12.2519 4.0998 14.9623
Si 9.527 6.8212 14.9353
Si 12.2575 9.5365 14.9526
Si 9.534 12.2515 14.9288
Si 12.2587 14.9657 14.9483
Si 14.9749 1.3699 14.986
Si 17.6989 4.081 14.9982
Si 14.9826 6.8096 14.9802
Si 17.6948 9.5272 15.0046
Si 14.977 12.2513 14.9813
Si 17.6923 14.9661 15.0187
Si 20.411 1.3601 15.0131
Si 23.1141 4.0791 15.0153
Si 20.4087 6.8031 15.0097
Si 23.1222 9.5091 15.025
Si 20.4092 12.2365 15.0332
Si 23.125 14.9501 15.012
Si 25.8327 1.348 14.9982
Si 28.5466 4.0562 14.9863
Si 25.8296 6.7819 15.0129
Si 28.5435 9.5039 14.9725
Si 25.8377 12.2243 14.9938
Si 28.5481 14.9397 14.9746
Si 29.8932 16.3142 16.3241
Si -0.0202 2.7168 16.2891
Si 29.8963 5.4361 16.3202
Si -0.0207 8.1569 16.2908
Si 29.902 10.8712 16.3175
Si -0.0227 13.6032 16.2944
Si 2.7117 16.3196 16.2729
Si 5.4368 2.7246 16.2636
Si 2.7066 5.4397 16.2662
Si 5.4324 8.1639 16.2565
Si 2.7034 10.8856 16.2715
Si 5.4442 13.6014 16.2673
Si 8.1662 16.3247 16.2757
Si 10.8943 2.7219 16.2958
Si 8.1631 5.4468 16.2695
Si 10.8978 8.1741 16.3011
Si 8.1781 10.8824 16.276
Si 10.8982 13.6009 16.2982
Si 13.6252 16.3104 16.3269
Si 16.3401 2.7231 16.3568
Si 13.6233 5.4491 16.3323
Si 16.3386 8.1655 16.3583
Si 13.6166 10.8884 16.3306
Si 16.3386 13.5994 16.37
Si 19.0545 16.3277 16.3853
Si 21.7608 2.7219 16.3842
Si 19.0549 5.443 16.3695
Si 21.7664 8.152 16.3917
Si 19.0537 10.8741 16.3925
Si 21.7699 13.5999 16.3919
Si 24.4778 16.3162 16.373
Si 27.1776 2.7133 16.3619
Si 24.4667 5.4334 16.3868
Si 27.1843 8.1564 16.3523
Si 24.477 10.8781 16.3748
Si 27.1913 13.5886 16.3502
Si 31.2459 14.9447 17.6671
Si 1.3387 1.3481 17.6266
Si 31.2489 4.0614 17.6557
Si 1.3388 6.7878 17.6283
Si 31.2556 9.5047 17.6642
Si 1.3388 12.2385 17.6338
Si 4.0775 14.9558 17.617
Si 6.7953 1.3613 17.62
Si 4.0688 4.0787 17.6146
Si 6.7982 6.8111 17.61
Si 4.0681 9.52 17.607
Si 6.8159 12.2464 17.6164
Si 9.5308 14.9651 17.6345
Si 12.265 1.3659 17.656
Si 9.5244 4.0876 17.6299
Si 12.2655 6.8269 17.6703
Si 9.5418 9.5391 17.6536
Si 12.256 12.2517 17.6808
Si 14.9842 14.9716 17.7239
Si 17.6945 1.3758 17.7429
Si 14.9891 4.0987 17.707
Si 17.7054 6.8138 17.7279
Si 14.9819 9.5398 17.7055
Si 17.7042 12.2518 17.7488
Si 20.4186 14.9714 17.7557
Si 23.1251 1.3638 17.7431
Si 20.4088 4.0921 17.7497
Si 23.1175 6.7917 17.767
Si 20.4189 9.5166 17.7627
Si 23.1265 12.233 17.7555
Si 25.837 14.9487 17.7241
Si 28.5313 1.3413 17.705
Si 25.822 4.0694 17.7454
Si 28.5316 6.7808 17.697
Si 25.828 9.5086 17.7301
Si 28.546 12.2181 17.6982
Si -0.0361 16.3255 18.9899
Si 2.7103 2.7037 18.9617
Si -0.0222 5.4207 18.9852
Si 2.6944 8.1703 18.9587
Si -0.032 10.8902 18.9963
Si 2.7079 13.6038 18.9684
Si 5.4457 16.3034 18.9711
Si 8.1563 2.7215 18.9706
Si 5.431 5.4511 18.9515
Si 8.1594 8.167 18.969
Si 5.4439 10.8779 18.9412
Si 8.178 13.5955 18.9858
Si 10.8978 16.3208 18.989
Si 13.6272 2.7129 19.0313
Si 10.888 5.4512 18.9827
Si 13.6189 8.1838 19.0579
Si 10.9004 10.8906 19.04
Si 13.6182 13.5966 19.0602
Si 16.3467 16.3285 19.1076
Si 19.0342 2.7564 19.1142
Si 16.3442 5.4647 19.0865
Si 19.0656 8.1491 19.1228
Si 16.3407 10.8843 19.0946
Si 19.0738 13.6054 19.1254
Si 21.773 16.3398 19.1225
Si 24.4672 2.7175 19.1287
Si 21.7603 5.4361 19.1437
Si 24.49 8.1504 19.1217
Si 21.7854 10.8672 19.1383
Si 24.4885 13.6008 19.1061
Si 27.1834 16.3084 19.0934
Si 29.881 2.7238 19.038
Si 27.1747 5.4443 19.0957
Si 29.8959 8.1415 19.032
Si 27.1894 10.8691 19.0783
Si 29.8928 13.5886 19.0497
O 4.6968 15.8436 37.2784
O 11.7525 1.2923 2.1234
O 12.2379 9.1499 0.5387
O 13.3993 12.0831 0.6339
O 16.4049 15.8594 1.4677
O 15.1807 3.2965 33.7017
O 13.8182 4.0418 38.3398
O 16.458 4.8362 1.6323
O 16.3153 10.5245 1.4516
O 17.8034 12.5682 2.1567
O 19.3609 14.6596 1.5705
O 19.1075 15.6983 38.2165
O 21.8596 0.0767 1.534
O 14.2022 0.5971 0.5305
O 20.1062 5.5902 38.1964
O 22.9883 12.0472 1.7889
O 21.7147 9.8025 1.617
O 25.0065 12.5912 0.1526
O 25.8265 12.0542 38.628
O 27.0576 15.958 1.5445
O 29.2296 1.5542 1.5228
O 24.4101 2.4306 1.5445
O 26.3495 4.2269 1.7882
O 24.2139 8.7269 1.3164
O 28.839 12.7108 1.8469
O 14.1515 2.1064 3.0148
O 11.5291 14.4529 26.9045
O 26.246 2.4992 27.0148
O 31.405 4.0805 27.7772
O 31.1899 6.2709 32.7958
O 11.2897 1.7722 28.546
O 9.8726 13.9307 28.7008
O 20.7037 3.518 28.5974
O 19.6827 9.3686 29.7858
O 27.7321 3.5227 29.0351
O 25.7541 5.0995 28.6812
O 7.7175 13.9257 34.801
O 1.5727 12 37.6944
O 30.5068 16.1466 30.7973
O -0.8017 3.8774 31.8053
O 0.7657 5.9002 31.4317
O 8.8531 14.0192 31.8327
O -1.0328 5.2817 37.7978
O 5.3826 16.5843 28.9299
O 17.1304 10.302 29.928
O 1.6445 0.8561 31.7704
O 29.8983 7.1934 29.6926
O 4.85 9.56 31.8096
O 9.3242 16.1361 34.5178
O 11.6039 7.3378 32.2966
O 9.8779 2.2862 33.4839
O 14.5688 14.528 29.5323
O 18.3059 2.5555 29.1941
O 15.0836 4.7364 29.9868
O 2.7421 2.8195 28.8787
O 21.0331 0.4651 31.7135
O 22.34 16.2488 29.5129
O 16.612 4.0101 35.8576
O 19.1036 4.6658 30.518
O 14.4728 10.7448 35.1339
O 29.1119 12.1169 29.8466
O 29.9885 9.2254 38.7528
O 2.3945 9.7408 38.7143
O 2.9428 3.7179 37.5819
O 5.2978 3.7182 35.9644
O 7.9499 15.4402 29.9133
O 0.9485 0.7477 29.3415
O 32.3755 13.7618 0.7915
O 11.4529 11.411 35.0114
O 9.8899 12.1503 33.1836
O 6.2579 7.2958 37.2864
O 4.0741 15.1001 31.8086
O 13.6691 2.6321 29.307
O 18.5288 2.4187 33.0027
O 29.6258 10.4422 0.7752
O 15.5525 12.9725 36.2996
O 12.479 9.024 35.3807
O 8.6099 7.0712 38.4643
O 7.7444 5.1895 36.8893
O 21.7884 3.8009 37.1933
O 23.5619 12.7298 29.8784
O 27.5094 3.5491 33.2475
O 24.2836 9.7222 32.5931
O 0.755 12.5021 34.4058
O 9.5013 4.2566 35.1334
O 11.2556 13.6718 0.4901
O 5.5786 7.0507 32.1096
O 16.9935 15.0159 35.4335
O 30.3044 15.5631 0.55
O 18.7277 16.2273 33.8649
O 30.1138 3.244 33.6008
O 24.16 4.8317 0.4717
O 30.9736 1.8882 36.4765
O 9.0235 16.661 31.9632
O 12.3628 14.8779 38.4092
O 13.2935 13.0832 31.2067
O 20.9481 12.1758 36.3187
O 8.4547 7.4559 35.8135
O 19.352 6.6213 32.4469
O -0.3938 10.3905 38.272
O 9.5881 9.4482 0.094
O 23.8755 16.6377 38.2455
O 16.2706 2.0944 1.4212
O 18.8573 0.6205 0.178
O 28.0844 16.484 31.6076
O 0.4957 3.2929 36.1162
O -0.0125 2.118 38.5411
O 3.3547 5.8029 31.4602
O 24.4704 12.883 36.5519
O 12.4067 0.5115 36.7134
O 10.8308 4.7788 32.9333
O 28.6023 2.8215 35.629
O 3.7057 13.6584 37.9339
O 18.001 3.2817 0.0194
O 15.1885 11.9855 29.4863
O 29.797 2.2263 31.2175
O 17.5812 14.1125 33.0567
O 10.8541 9.4137 30.8226
O 22.6612 11.8043 32.1952
O 29.3944 7.4617 36.0734
O 22.2139 14.378 31.4295
O 0.9721 16.1384 34.0136
O 19.9727 2.6071 1.4526
O 26.1832 15.3154 30.1744
O 16.798 10.659 36.3102
O 26.6191 8.5723 37.0909
O 26.331 15.194 32.9219
O 20.142 11.7174 33.8775
O 5.5583 4.5072 32.5506
O 26.9948 5.0318 31.0644
O 2.1438 8.1382 31.6921
O 9.6025 11.7377 38.1899
O 21.253 10.0401 38.0015
O 2.4104 15.1161 36.0492
O 28.28 9.7175 35.3354
O 15.2282 6.5091 32.0528
O 23.1959 1.8312 36.2739
O 16.583 14.9015 37.979
O 8.6596 15.06 36.904
O 23.914 6.7454 34.7622
O 7.054 2.6689 31.2677
O 6.3156 11.6903 34.2413
O 5.8254 13.0385 36.469
O 7.2996 8.5339 30.8491
O 23.9851 4.4459 35.9059
O 8.2545 4.3302 32.8251
O -0.8126 12.3283 36.6091
O 30.862 13.6997 31.6574
O 10.1402 11.9695 30.6068
O 28.7054 9.2865 30.5404
O 14.5508 15.3305 36.3415
O 20.9395 2.1074 33.8989
O 11.6373 4.6514 37.183
O 15.4652 5.8524 34.5167
O 5.8424 13.3235 31.4387
O 15.9273 12.8475 0.3405
O 2.8155 4.0431 35.0544
O 16.4904 11.9681 34.0584
O 3.8548 8.0549 36.7177
O 30.149 8.5763 33.8335
O 12.5598 6.594 1.0274
O 23.3739 6.3196 32.195
O 21.7835 10.9093 29.1966
O 1.6738 10.3348 33.1184
O 14.9249 13.8481 33.0471
O 25.9659 8.8556 34.522
O 25.5996 5.3388 33.2684
O -0.1718 14.6164 35.729
O 26.5464 0.6899 38.1463
O 20.1058 14.9905 30.0133
O 9.9502 9.2314 34.4111
O 6.3545 1.2965 36.2103
O 16.3173 0.9503 33.2736
O 27.2729 6.0351 36.7027
O 23.0197 14.2965 0.4082
O 30.7308 9.667 36.215
O -0.6836 11.452 32.5061
O 0.2372 15.0978 30.9328
O 1.6643 12.5607 31.8911
O 24.1752 3.4094 38.2407
O 28.8562 5.2625 34.7545
O 22.9236 2.2363 32.2138
O 10.2552 16.4877 38.3188
O 27.8659 13.7756 31.4134
O 18.9401 11.1954 37.6608
O 1.4368 6.06 37.5065
O 17.0793 7.1122 0.0925
O 16.6436 12.365 31.5088
O 16.5736 11.8359 38.6354
O 12.5923 0.4554 30.4342
O 24.5983 13.5075 32.1238
O 9.4163 3.3237 37.5932
O 20.0831 9.8003 35.6503
O 22.5481 15.5568 36.2277
O 4.4023 9.7769 29.3503
O 30.8464 13.0604 34.2498
O 3.7637 1.7249 36.3187
O 23.324 4.3318 30.5392
O 19.2141 3.7961 35.105
O 21.8107 13.8217 34.3978
O 13.3605 8.7972 30.8488
O 6.8195 9.1248 33.3282
O 28.8609 1.8716 38.0204
O -0.8007 1.4121 32.7549
O 20.4136 4.338 32.7397
O 2.413 10.0895 36.0665
O 19.6295 6.3611 0.3163
O 27.0474 11.2158 31.1303
O 1.365 2.4076 33.7933
O -0.605 7.8805 37.5231
O 13.6598 6.3806 37.2095
O 24.0549 1.9371 29.8576
O 14.6664 8.2981 34.0254
O 0.5148 4.8761 33.9164
O 22.0317 7.4516 0.6085
O 16.4474 16.5314 29.0332
O 31.2879 9.4817 29.9075
O 10.2988 13.8031 35.2206
O 5.2941 1.7925 38.5568
O 21.3359 0.7494 37.9253
O 17.8251 8.2033 31.1539
O 23.794 11.3338 34.5807
O 13.8483 1.2063 32.5741
O 18.4378 2.9637 37.5227
O 14.7019 8.6758 36.6764
O 12.911 5.257 31.4315
O 7.765 11.6083 31.505
O 4.1926 11.2174 37.5257
O 6.6922 15.5765 32.2864
O 25.4473 14.5936 38.3166
O 14.6887 1.19 37.8058
O 12.9212 8.4056 38.6481
O 17.367 9.3062 38.5365
O 13.89 4.2209 35.759
O 21.284 5.9892 30.7631
O 24.2744 14.7533 34.4644
O 0.6486 0.6804 36.4718
O 22.3345 6.32 36.83
O 6.6485 2.5783 33.9286
O 19.2855 9.1816 33.21
O 7.517 9.8817 35.6077
O 26.045 10.9175 36.0399
O 24.8672 6.6077 37.3132
O 25.3384 3.1356 31.8151
O 17.1551 7.6149 33.5565
O 5.2838 14.0514 33.9643
O 26.6361 8.7397 31.9611
O 25.9457 12.8537 34.2929
O 0.0236 8.3364 33.1833
O 14.4079 1.3174 35.1472
O 12.2689 13.4902 33.5331
O 19.3228 13.9126 35.0812
O 2.343 15.7912 38.5528
O 12.1323 9.84 32.9997
O 12.9167 3.1636 0.854
O 29.2935 11.8189 32.4522
O 17.6636 1.701 35.3837
O 22.4971 16.3842 33.7542
O 11.4414 16.5713 32.8998
O 21.8486 9.7747 33.6358
O 2.585 8.2295 34.2997
O 4.0833 5.8507 37.9468
O 9.7248 9.4492 36.8984
O 4.822 9.6449 34.9291

Results
total energy: -208200.885 eV
total energy less fixed offsets of O -438.35, Si -107.03 eV per atom: -2.565 eV

Forces (eV/angstrom), in the order of the atoms: element, x, y, z
Si 0.0622 0.0589 0.6929
Si 0.1674 -0.2316 0.4973
Si -0.123 0.1149 0.0659
Si -0.066 0.0724 0.0248
Si 0.2633 -0.0453 0.5663
Si 0.3715 -0.3727 0.1869
Si 0.0443 0.0587 0.0728
Si -0.0109 0.061 -0.0008
Si 0.0186 -0.0863 -0.0046
Si -0.0426 -0.012 -0.004
Si 0.2186 -0.1012 0.5658
Si -0.0252 -0.0436 0.0397
Si 0.0277 0.0702 0.0521
Si -0.2521 0.4681 0.3824
Si 0.2757 -0.1709 0.4553
Si -0.146 -0.0169 0.0177
Si -0.1394 0.2355 0.3994
Si -0.2609 -0.2036 0.6908
Si 0.1023 0.1906 0.5819
Si 0.0455 -0.0752 -0.0252
Si 0.0354 -0.7553 0.0363
Si 0.0601 0.2017 0.1895
Si 0.2316 0.0224 0.4901
Si -0.1021 -0.0917 0.0305
Si -0.0326 0.0534 -0.0019
Si 0.0211 -0.0365 0.1841
Si 0.0149 0.1075 -0.0088
Si -0.0462 -0.249 0.7376
Si -0.1375 0.1289 0.6533
Si 0.0188 -0.0357 -0.0574
Si -0.0333 0.0408 0.0803
Si -0.0291 -0.0098 -0.0415
Si 0.0319 0.0061 0.0354
Si 0.0132 -0.1094 -0.0824
Si -0.0116 0.0647 0.1237
Si -0.3055 -0.2849 0.5189
Si 0.0052 -0.0385 -0.0263
Si -0.0372 -0.0791 0.0093
Si -0.0132 -0.0347 -0.0536
Si -0.0048 0.0377 -0.0208
Si 0.0392 -0.0198 -0.0215
Si 0.0456 -0.007 -0.0041
Si -0.155 0.1984 0.5881
Si 0.0329 0.119 0.1184
Si 0.0243 0.0702 -0.0067
Si -0.0153 -0.0493 -0.0346
Si 0.0697 0.0113 -0.0623
Si 0.0268 0.0191 -0.0073
Si -0.3491 -0.4285 0.1893
Si -0.3068 0.439 0.43
Si -0.0291 -0.1455 -0.0122
Si 0.0298 0.0318 -0.0831
Si 0.0622 0.0412 -0.0909
Si -0.0019 0.045 0.0073
Si -0.2026 -0.0681 0.4182
Si -0.1218 0.2823 0.5155
Si 0.1084 0.3195 0.4613
Si 0.0417 -0.0647 0.0178
Si -0.1911 -0.0787 0.4997
Si 0.2398 -0.0118 0.6261
Si 0.2271 0.1103 0.5904
Si -0.2034 -0.0417 0.6291
Si 0.0143 0.1251 -0.0254
Si 0.3263 0.0229 0.5023
Si -0.1891 0.0437 0.7504
Si 0.0178 0.0335 -0.0325
Si -0.2105 -0.1503 0.6022
Si 0.2668 0.3615 0.3656
Si 0.281 0.446 0.2682
Si -0.0564 0.0007 0.0237
Si 0.0138 -0.0246 -0.0811
Si 0.3704 0.2527 0.3236
Si -0.0433 0.0006 -0.0157
Si -0.0023 -0.0004 -0.0217
Si -0.0095 -0.0265 0.0068
Si -0.0277 0.0178 0.0112
Si -0.0066 0 -0.0328
Si 0.0405 -0.024 0.0477
Si -0.0332 -0.0128 -0.0258
Si 0.054 -0.0622 -0.021
Si 0.0319 -0.0037 -0.0412
Si -0.0548 0.0124 -0.0347
Si -0.0567 0.0124 -0.0039
Si 0.0471 0.034 -0.0119
Si -0.0043 0.0325 -0.0046
Si 0.0178 -0.0096 -0.0424
Si 0.0541 0.0539 -0.0024
Si -0.0239 -0.0017 0.0227
Si -0.0594 0.0081 -0.001
Si -0.0225 -0.0087 -0.018
Si 0.3024 -0.2408 0.3509
Si 0.0948 -0.0643 -0.0351
Si 0.016 -0.0199 -0.0599
Si 0.0328 0.0463 -0.0362
Si 0.0329 -0.0273 0.0265
Si 0.0426 -0.0162 0.002
Si -0.0327 -0.0907 -0.0809
Si 0.0331 -0.0176 -0.0324
Si 0.0002 0.0508 -0.0528
Si 0.0155 0.0103 -0.0152
Si 0.0244 0.0111 -0.0542
Si -0.0529 -0.0001 -0.0804
Si -0.0097 0.0536 -0.079
Si 0.0065 -0.0327 -0.0552
Si -0.0386 0.0036 -0.0299
Si 0.0281 0.0323 -0.0159
Si -0.0258 -0.0335 0.0449
Si -0.0247 0.0543 -0.0107
Si 0.0386 0.04 0.022
Si -0.0128 -0.0404 0.0298
Si 0.0179 0.0023 -0.061
Si 0.0215 0.0146 -0.008
Si -0.0074 0.0155 0.0162
Si -0.0064 0.0154 -0.0258
Si -0.0189 -0.0109 -0.0031
Si -0.0052 0.0124 0.0385
Si -0.0137 0.0356 0.0072
Si 0.0284 0.0136 0.0252
Si 0.0079 -0.0275 -0.0033
Si -0.0332 -0.0074 0.0011
Si -0.0065 -0.0252 -0.0252
Si -0.0163 0.0255 -0.0211
Si -0.0538 0.0024 0.0328
Si 0.0283 -0.0192 0.0294
Si 0.024 0.0027 0.0202
Si 0.0303 -0.0002 -0.0002
Si 0.0376 -0.0449 -0.0432
Si -0.0583 -0.006 0.0141
Si -0.0279 -0.0063 0.0266
Si 0.0198 -0.0454 -0.0468
Si 0.0051 -0.0379 -0.0275
Si -0.0757 0.0177 -0.0279
Si -0.0154 0.0171 -0.0008
Si 0.0267 0.0248 -0.0263
Si 0.072 0.0088 -0.0969
Si -0.0153 -0.0159 -0.0223
Si 0.0028 0.0533 -0.032
Si -0.0134 -0.0765 0.0084
Si -0.0166 -0.0053 -0.0003
Si 0.0049 0.0134 0.0403
Si 0.0389 0.0199 0.0085
Si -0.0082 0.0102 0.0143
Si 0.0518 0.0154 0.0012
Si -0.0509 -0.0012 -0.0213
Si 0.0014 0.001 -0.0312
Si 0.0116 0.0125 0.0209
Si 0.0133 0.0198 0.021
Si 0 0.0007 -0.0107
Si -0.0109 -0.0043 0.021
Si 0.0304 -0.0184 -0.0229
Si 0.004 0.0178 0.0099
Si 0.0018 -0.009 -0.0125
Si -0.0042 -0.0116 0.0043
Si -0.0194 -0.0006 0.0159
Si -0.0184 0.0098 0.0004
Si -0.0079 0.0097 0.0016
Si -0.0071 -0.0269 0.006
Si -0.0259 -0.0118 -0.0058
Si 0.0122 0 -0.0158
Si -0.0007 0.0089 -0.0117
Si -0.0573 -0.0262 -0.0226
Si -0.0172 0.0214 0.0281
Si 0.0061 -0.0267 -0.0385
Si -0.0331 0.0023 0.0005
Si -0.0002 -0.0103 -0.0034
Si -0.0341 -0.0336 0.0404
Si -0.0208 -0.0247 0.0126
Si 0.0401 -0.0205 0.013
Si 0.0145 -0.0151 -0.0103
Si 0.0183 0.0463 0.0572
Si -0.0165 -0.005 0.0547
Si 0.0089 -0.0135 -0.0061
Si -0.006 0.04 -0.001
Si -0.0257 0.0335 -0.0184
Si -0.0139 0.0001 0.0166
Si 0.013 -0.0207 -0.0203
Si -0.014 0.0131 -0.0212
Si -0.0145 -0.0324 -0.007
Si 0.0027 -0.0084 -0.0108
Si 0.0324 -0.0234 0.0283
Si 0.0202 -0.0107 -0.0031
Si -0.0022 -0.002 0.0023
Si -0.0045 0.0044 0.0057
Si 0.0071 0.0083 0.0018
Si -0.0151 0.003 -0.0155
Si -0.0003 0.0108 -0.0015
Si -0.0053 -0.0117 -0.0064
Si 0.0183 -0.0028 -0.0058
Si -0.0137 0.0098 -0.0008
Si 0.0192 0.0171 0.0065
Si 0.004 -0.0011 0.0076
Si 0 0.0124 -0.0143
Si -0.0084 -0.0234 0.0082
Si 0.0329 0.0292 -0.003
Si 0.0143 0.0272 0.024
Si -0.0189 -0.0209 0.0004
Si 0.0137 -0.0064 -0.0011
Si -0.0023 0.0081 0.0111
Si 0.0005 -0.009 -0.0088
Si -0.017 -0.0135 0.0155
Si -0.0212 0.0009 -0.0069
Si 0.0356 0.0002 -0.0036
Si 0.0088 -0.0017 -0.0084
Si 0.009 0.0051 0.0142
Si 0.003 -0.0166 -0.0017
Si 0.0052 0.0067 0.011
Si 0.0209 0.0122 0.0126
Si -0.0039 -0.0123 -0.0105
Si -0.0035 -0.0131 0.0006
Si -0.0032 -0.0027 0.0183
Si -0.0119 0.0029 -0.0087
Si -0.0012 -0.0033 0.008
Si -0.012 -0.023 -0.0096
Si 0.0221 0.0227 -0.0032
Si -0.0104 -0.0001 0.0188
Si 0.0032 0.01 0.0007
Si -0.0141 0.006 -0.0014
Si 0.0105 -0.0153 -0.0011
Si 0.0064 -0.0171 0.0037
Si -0.0123 0.0137 0.0054
Si 0.0081 -0.0023 0.01
Si -0.0082 0.011 0.0045
Si 0.0173 -0.0064 -0.0136
Si -0.0139 0.0049 -0.0022
Si -0.0116 0.0043 0.0037
Si 0.0049 -0.0081 0.0008
Si 0.0227 -0.0133 0.0034
Si 0.0031 0.0003 0.0009
Si -0.0053 0.0059 -0.0042
Si 0.006 0.0129 -0.011
Si -0.0021 0.0046 -0.0047
Si 0.0195 0.0129 0.0056
Si -0.0028 0.0155 -0.0045
Si -0.0066 0.0136 -0.0161
Si -0.0057 0.0082 0.0119
Si -0.0133 0.0037 0.002
Si 0.0029 -0.01 0.0026
Si 0.0035 -0.0036 -0.0057
Si -0.0043 0.0071 0.0034
Si 0.0172 -0.0024 0.0072
Si -0.0064 0.0011 -0.0123
Si 0.0036 -0.0068 0.0024
Si -0.0134 -0.0117 -0.0025
Si 0.0039 -0.0014 -0.0088
Si 0.0075 -0.0031 -0.0013
Si -0.003 -0.0063 -0.0053
Si 0.0193 -0.0132 -0.0038
Si -0.021 0.0103 -0.003
Si -0.0137 0.004 0.0008
Si 0.0121 -0.0054 -0.004
Si -0.0155 -0.0028 0.0078
Si 0.0035 0.0016 0.0006
Si 0.008 0.0034 -0.0127
Si 0.0082 -0.0023 0.0145
Si 0.0069 0.004 -0.0014
Si 0.0061 -0.0085 -0.0136
Si -0.0178 -0.0055 -0.0129
Si -0.0151 -0.0073 0.0051
Si 0.0228 0.0092 0.0043
Si 0.0028 0.0051 0.0107
Si 0.003 0.0026 -0.0051
Si -0.0092 -0.0048 -0.0129
Si -0.0072 -0.0118 -0.0101
Si -0.0035 -0.0081 0
Si 0.0004 0.0031 0.0032
Si 0.0029 -0.0146 -0.0057
Si -0.0027 0.0076 0.0033
Si 0.0033 -0.011 0.0077
Si -0.0083 0.0121 -0.0007
Si 0.0078 -0.012 -0.0028
Si 0.0022 -0.0105 0.0082
Si 0.0102 0.0221 0.0151
Si 0.0085 -0.003 0.0027
Si -0.0064 0.0054 0.0089
Si -0.0236 -0.0227 -0.006
Si -0.018 -0.0154 0.0204
Si -0.0156 -0.0058 0.008
Si 0.0045 0.004 0.0048
Si 0.0184 0.0206 0.0192
Si 0.0107 0.0054 -0.0086
Si -0.0124 0.0044 -0.0033
Si 0.0028 -0.0129 -0.0011
Si 0.0005 0.0055 0.0105
Si -0.0046 -0.0138 0.0048
Si -0.0134 0.0032 0.0085
Si 0.0012 -0.0004 0.0111
Si -0.0055 -0.0078 -0.0015
Si 0.0327 0.032 0.0194
Si 0.0264 0.003 -0.0085
Si -0.0142 -0.0171 0.0186
Si -0.0346 0.0106 0.0061
Si 0.0033 0.0133 -0.0168
Si -0.0032 -0.0036 0.0075
Si 0.0224 0.0075 0.0024
Si -0.014 -0.0143 0.0017
Si 0.0079 0.0276 -0.024
Si 0.0073 -0.019 -0.0112
Si 0.0017 0.0323 -0.0016
Si -0.0064 0.021 0.0101
Si -0.0056 0.0057 0.0073
Si -0.0181 -0.0215 -0.0198
Si 0.0109 0.0136 0.001
Si 0.0057 0.0014 0.0227
Si 0.0084 -0.0474 0.0053
Si -0.0066 0.0094 0.016
Si -0.0192 0.0287 0.0073
Si -0.0119 -0.0025 0.0012
Si 0.014 0.022 0.0055
Si -0.0238 0.022 0.0005
Si 0.0543 -0.0116 0.0338
Si -0.0086 -0.0124 0.0294
Si 0.0095 -0.0212 0.006
Si 0.0064 0.006 0.0018
Si 0.0132 -0.0355 0.0078
Si 0.0103 -0.0205 0.0058
Si -0.0247 0.0212 0.0052
Si -0.0032 0.012 -0.0123
Si -0.0039 0.0257 -0.0296
Si -0.0127 -0.0236 0.0184
Si 0.0103 -0.0214 -0.0105
Si -0.0069 -0.0151 -0.015
Si 0.02 0.0018 0.0146
Si 0.0203 -0.0006 0.0074
Si -0.0192 -0.0146 0.0094
Si -0.0226 -0.0048 -0.0101
Si 0.0127 0.011 0.0109
Si 0.0055 -0.0088 -0.0395
Si -0.0105 0.0206 -0.012
Si -0.0299 -0.0458 -0.0163
Si 0.0026 0.0081 -0.0026
Si -0.0042 -0.0146 -0.0029
Si -0.0019 0.0069 -0.0044
Si 0.0154 0.0117 -0.0127
Si -0.003 -0.0434 0.0035
Si 0.0017 -0.0091 -0.0111
Si -0.0287 -0.0004 -0.0007
Si 0.0213 -0.0103 0.0581
Si 0.0315 0.0379 0.0069
Si 0.0361 -0.0051 0.0335
Si -0.0147 0.0095 -0.0466
Si 0.0185 0.0475 -0.0196
Si 0.0122 0.0022 0.0387
Si -0.0463 -0.0231 0.0032
Si -0.0147 0.006 0.0209
Si -0.0352 0.0871 0.0324
Si 0.0008 -0.059 -0.0285
Si -0.0162 -0.0235 0.0616
Si -0.0004 -0.0043 -0.0057
Si 0.0056 -0.0295 0.0339
Si -0.0359 0.0215 -0.0257
Si 0.0135 -0.0169 -0.0118
Si -0.0132 0.0227 0.0225
Si 0.0134 0.0018 0.0124
Si 0.0062 0.0298 0.004
Si -0.0395 0.0201 0.0151
Si 0.0174 -0.021 -0.0577
Si -0.018 0.0033 -0.0071
Si 0.0027 -0.0323 -0.0138
Si 0.0236 0.0495 -0.0117
Si 0.0246 -0.0075 -0.0091
Si 0.0055 0.0304 0.0157
Si -0.0115 -0.0277 0.0191
Si 0.017 0.0095 0.0118
Si 0.014 -0.0087 0.0248
Si 0.0244 0.0428 0.0037
Si -0.0265 0.0309 -0.0141
Si 0.0063 0.0117 -0.0975
Si 0.0223 0.0263 -0.008
Si -0.0303 -0.0078 -0.0103
Si -0.0137 0.0279 -0.0146
Si 0.0329 -0.0452 0.0065
Si 0.0253 -0.0644 -0.0068
Si 0.0617 0.02 0.0302
Si -0.0603 -0.0782 0.0484
Si -0.0112 0.013 0.0001
Si 0.0506 0.0057 0.0246
Si 0.0206 0.0203 0.0049
Si 0.3503 0.2583 -0.4941
Si 0.0266 0.0067 -0.0646
Si 0.086 -0.0518 -0.0059
Si 0.0862 -0.0191 0.0274
Si -0.0633 0.0477 0.003
Si -0.025 0.0512 -0.0782
Si -0.0045 -0.0094 -0.0454
Si 0.0079 0.0347 -0.026
Si 0.0238 0.0041 -0.0248
Si -0.0293 -0.0071 0.035
Si -0.012 0.0125 -0.0106
Si 0.012 -0.0023 0.0016
Si -0.0386 0.0355 -0.0329
Si -0.1161 -0.3577 -0.3261
Si -0.0702 0.0151 0.0576
Si -0.0101 0.0024 0.0134
Si -0.0349 -0.0024 -0.0275
Si 0.0136 0.0022 -0.0457
Si -0.0004 0.0163 0.0075
Si 0.0457 0.0313 -0.0173
Si 0.425 -0.4288 -0.1574
Si -0.264 0.3287 -0.1065
Si -0.0201 -0.0554 0.0888
Si -0.0018 0.0365 0.0781
Si 0.0639 0.0018 0.0292
Si -0.0911 -0.0001 0.0319
Si 0.0449 0.033 0.0999
Si -0.0159 -0.0482 0.0741
Si 0.0234 0.0203 -0.0324
Si -0.008 0.0215 0.0154
Si -0.044 0.004 -0.0454
Si -0.0984 0.0121 0.0295
Si -0.2638 0.3567 -0.4582
Si 0.038 -0.0952 -0.025
Si -0.0314 0.0349 0.0014
Si -0.0163 0.0033 -0.0631
Si -0.0135 -0.8125 -0.1261
Si -0.0639 0.0302 0.1215
Si -0.009 -0.0311 0.0033
Si 0.0591 -0.0173 0.0347
Si 0.0399 -0.4133 -0.2475
Si 0.0036 -0.0336 0.0701
Si 0.0273 -0.0198 -0.0017
Si 0.0224 -0.016 0.0182
Si 0.314 -0.2843 -0.2817
Si -0.022 0.0192 0.101
Si 0.0427 0.0666 0.0177
Si 0.0715 0.0215 0.0225
Si -0.0187 0.0457 0.0189
Si -0.0403 -0.0822 0.0578
Si 0.544 -0.2312 -0.3275
Si -0.361 0.1791 -0.2836
Si 0.0289 -0.0552 0.0156
Si 0.0029 0.0042 0.0477
Si -0.0374 0.0151 0.0926
Si -0.031 0.0132 0.0314
Si -0.2538 0.2436 -0.6667
Si 0.0525 -0.0067 0.0024
Si 0.0183 0.0282 0.068
Si 0.2806 0.1666 -0.6414
Si 0.0496 0.0367 0.0152
Si -0.2986 -0.2642 -0.1688
Si 0.4341 0.4372 -0.2694
Si 0.0411 -0.0443 0.0637
Si -0.0582 0.0173 0.0301
Si -0.3894 -0.3393 -0.4851
Si 0.0785 0.0161 0.0854
Si -0.2179 -0.1804 -0.4776
Si 0.2073 -0.2926 -0.3942
Si -0.0216 -0.0192 0.0345
Si 0.0065 0.0302 0.0867
Si 0.0294 -0.037 0.032
Si -0.0519 -0.1314 -0.0011
Si 0.1419 -0.0485 -0.5445
Si -0.0411 -0.0239 -0.4176
Si 0.1075 0.143 -0.6201
Si 0.0619 -0.0548 -0.0235
Si 0.031 0.0705 -0.0586
Si -0.0222 -0.0556 0.1355
Si -0.0961 -0.217 -0.5415
Si -0.0781 0.1844 -0.7273
Si -0.2007 0.3718 -0.5422
Si 0.0333 -0.0465 -0.0288
Si -0.1115 -0.1155 -0.7227
Si 0.1134 0.0754 -0.6696
Si 0.1373 0.0184 -0.5447
Si 0.0109 0.0107 0.0251
Si 0.3867 0.5006 -0.1693
Si -0.3502 -0.3262 -0.3748
Si -0.0528 -0.0334 0.0233
Si 0.0479 0.3295 -0.6133
Si 0.0155 0.0887 -0.05
Si 0.0464 0.0048 -0.0031
Si -0.1318 0.0258 -0.0345
Si -0.0895 -0.209 0.0154
Si -0.0114 -0.0698 -0.0539
Si -0.0775 0.638 -0.0002
Si -0.0722 0.0284 -0.0475
Si 0.2304 -0.6965 -0.0243
Si 0.3654 0.3681 -0.2093
Si 0.0261 -0.0228 0.1496
Si -0.3142 -0.0829 -0.4209
Si 0.0106 -0.0386 -0.1608
Si -0.0255 0.0082 -0.0159
Si 0.0115 -0.0478 -0.0219
Si 0.507 0.4446 -0.3677
Si -0.036 0.0597 -0.0749
Si -0.0244 -0.0439 0.0453
Si 0.0461 -0.0483 -0.0345
Si -0.063 0.0631 -0.0185
Si 0.0518 0.0967 0.0139
Si -0.4034 0.1124 -0.5784
Si 0.0186 -0.149 -0.567
Si 0.0062 0.0815 0.0847
Si -0.0106 -0.0765 -0.0072
Si 0.0901 -0.1358 -0.0441
Si -0.269 -0.1246 -0.3161
Si -0.0782 0.1105 0.0232
Si 0.1146 -0.0489 0.08
Si 0.0579 -0.1219 0.055
Si 0.3343 0.3646 -0.4286
Si -0.029 -0.0044 -0.1017
Si 0.2545 0.6268 0.1303
Si 0.0047 0.051 -0.111
Si -0.1765 0.2258 -0.6819
Si -0.0051 0.0026 0.1252
Si 0.0176 0.1136 -0.8003
Si 0.2592 -0.1766 -0.6921
Si 0.0447 0.1119 0.0516
Si 0.1206 0.031 -0.0636
Si -0.5549 -0.0431 -0.1332
Si -0.1984 0.0612 0.0182
Si -0.0816 -0.0112 0.1415
Si -0.0089 -0.0527 -0.0424
Si -0.439 -0.5448 -0.1924
Si -0.1539 -0.302 -0.715
Si 0.2866 -0.3202 -0.3064
Si 0.3009 -0.1597 -0.5416
Si -0.4749 0.1644 0.3312
Si 0.0117 0.2251 -0.5197
Si -0.0743 -0.0343 -0.1584
Si 0.069 0.048 -0.0582
Si 0.0631 0.064 0.0333
Si -0.2494 0.4754 -0.4701
Si -0.0706 0.0077 -0.0206
Si 0.4378 -0.3604 -0.1957
Si 0.0219 0.0102 -0.214
Si -0.0406 0.0398 -0.1499
Si 0.0732 0.0333 0.0048
Si -0.1317 -0.029 0.0408
Si 0.1789 0.0492 -0.6229
Si -0.2198 -0.0133 0.0076
Si 0.0028 -0.0133 0.0332
Si -0.2736 -0.4508 0.0564
Si -0.069 0.0872 -0.0081
Si 0.041 0.0091 0.0961
Si -0.022 0.012 0.0489
Si 0.087 0.0185 0.0271
Si 0.0235 -0.0915 -0.0769
Si -0.0974 -0.0111 -0.0331
Si -0.3004 0.0743 -0.7152
Si 0.247 0.3254 0.5515
Si 0.2021 -0.1729 0.502
Si 0.0544 0.0725 -0.1097
Si -0.1365 0.0653 0.0972
Si -0.1175 -0.0147 0.2054
Si 0.1367 -0.0264 0.6164
Si 0.3657 -0.3474 0.4725
Si -0.0044 -0.138 0.086
Si 0.5073 -0.0439 0.4089
Si 0.2168 -0.048 0.6012
Si 0.0332 -0.0887 -0.1086
Si 0.0043 -0.1457 -0.0276
Si -0.035 0.0571 0.0669
Si 0.4399 0.3366 0.146
Si -0.0911 0.095 0.0346
Si 0.0663 0.3308 0.6146
Si -0.1262 -0.244 -0.6295
Si -0.4211 0.1427 0.5795
Si 0.01 0.0544 -0.1819
Si -0.1044 0.4244 0.4621
Si -0.1174 -0.0517 -0.0319
Si -0.0027 0.0605 -0.0306
Si 0.1169 -0.0862 0.0442
Si 0.067 0.0008 0.031
Si 0.0121 -0.0063 0.0907
Si -0.0908 0.72 -0.0679
Si -0.0351 -0.0015 0.0043
Si 0.0092 0.0287 -0.0733
Si -0.1018 0.0613 -0.0917
Si -0.0106 0.0763 -0.05
Si -0.2394 -0.0357 -0.0666
Si 0.0074 -0.103 -0.0162
Si -0.0837 -0.1083 0.0862
Si -0.0011 -0.0868 -0.0316
Si -0.2544 -0.0465 -0.4189
Si 0.3144 0.4182 -0.1011
Si 0.0322 0.0339 -0.0781
Si 0.0601 0.0313 0.1022
Si 0.004 0.0126 -0.0054
Si 0.0052 0.0109 -0.0037
Si -0.0188 -0.0184 0.0049
Si -0.007 -0.0021 0.0022
Si 0.0225 0.0181 0.0048
Si -0.0109 -0.013 0.0056
Si -0.0087 -0.0118 0.0038
Si -0.0075 -0.0128 -0.0055
Si 0.0073 -0.0008 0.0063
Si -0.02 -0.0144 -0.0095
Si 0.0087 0.0061 -0.0034
Si 0.0187 0.0288 0.0018
Si 0.0067 0.011 0.0072
Si -0.0152 -0.0053 -0.0025
Si 0.0155 0.0002 0.0027
Si 0.0037 -0.0049 0.0046
Si -0.0147 -0.0159 -0.0108
Si -0.0008 0.0094 0.0027
Si -0.0124 -0.0094 0
Si -0.002 0.0086 0.0057
Si 0.0059 0.0091 0.0135
Si -0.0165 -0.0074 0.0084
Si 0.0038 0.0078 0.0069
Si -0.0101 -0.0229 -0.0047
Si -0.0019 -0.003 0.0057
Si -0.0015 0.0045 0.0134
Si 0.0016 -0.0033 0.0168
Si 0.0001 0.0082 -0.0032
Si 0.0101 0.0169 -0.0067
Si 0.0194 -0.0024 0.0129
Si 0.003 0.0069 -0.0008
Si 0.0029 -0.0053 0.0046
Si 0.0017 0.01 -0.009
Si -0.0179 0.008 -0.0002
Si -0.0018 -0.0075 0.0073
Si -0.0113 -0.0153 0.0044
Si 0.0115 -0.006 -0.0007
Si -0.001 -0.0037 -0.0057
Si -0.0064 0.0037 -0.0001
Si -0.0091 0.0102 -0.0045
Si 0.0056 -0.0065 -0.0095
Si 0.0123 -0.0072 -0.0006
Si 0.0043 0.0007 -0.0011
Si 0.0006 0.0016 -0.0059
Si -0.0052 0.0077 -0.0059
Si 0.0027 0.0018 -0.0005
Si 0.0034 0.0004 -0.0001
Si -0.0103 0.001 -0.0041
Si -0.0083 0.0002 -0.0009
Si 0.0011 -0.0024 0.0034
Si 0.0081 0.0099 -0.0071
Si -0.0134 0.0034 0.0097
Si -0.0073 0.0063 -0.0042
Si 0.012 -0.0012 -0.0106
Si -0.0007 0.0104 0.0105
Si 0.0071 -0.011 0.0069
Si -0.0067 0.0005 0.0019
Si 0.0066 -0.0168 0.0046
Si 0.0023 -0.0189 -0.0063
Si 0.0003 0.0078 0.0093
Si 0.0006 0.0031 0.0017
Si 0.0041 0.0015 -0.0136
Si -0.012 0.0092 -0.0168
Si 0.0011 0.0018 0.001
Si -0.002 0.0157 -0.0005
Si -0.004 -0.0068 0.0067
Si -0.0207 0.0103 -0.0029
Si 0.0161 -0.0033 0.0031
Si -0.0026 -0.0019 0.0074
Si 0.0012 -0.0036 0.0047
Si 0.0069 -0.0092 0.0065
Si -0.0065 0.0126 -0.0088
Si 0.0075 0.0005 0.0004
Si 0.0021 -0.0072 -0.0045
Si -0.0092 -0.0028 -0.0043
Si -0.0017 -0.0077 0.0037
Si 0.0093 0.0043 0.0051
Si -0.0025 0.0047 0.0038
Si 0.0004 0.0112 0.0004
Si 0.0004 -0.004 0.0018
Si -0.0017 -0.0014 0.0011
Si -0.005 -0.0017 -0.0036
Si 0.0061 0.0015 0.0002
Si 0.0028 -0.004 -0.0002
Si -0.0147 -0.001 -0.0021
Si 0.0076 0.011 -0.0016
Si 0.0091 0.0074 -0.0092
Si 0.0032 0.0063 0.0008
Si 0.0069 -0.0055 0.0003
Si -0.0035 -0.0014 -0.0062
Si 0.0007 0.0051 -0.0044
Si -0.015 -0.0061 0.0044
Si 0.0019 0 0.0024
Si -0.0008 0.0008 0.0026
Si 0.0026 0.0086 0.0002
Si -0.0028 0.0038 0.0031
Si -0.0021 -0.0042 0.0024
Si 0.0143 0.0043 0.0014
Si -0.0051 -0.0104 -0.0093
Si 0.0077 0.0083 0.0038
Si 0.0057 0.0005 0.001
Si 0.0025 0.0053 0.0005
Si 0.006 0.0043 -0.0011
Si -0.0072 0.002 0.0007
Si -0.0063 -0.0004 0.0034
Si -0.0069 -0.0105 -0.002
Si -0.0118 -0.0056 -0.0013
Si -0.0025 -0.0056 -0.0042
Si -0.0032 0.0061 0.0011
Si -0.0011 0.0003 -0.0058
Si -0.0041 0.0065 -0.0071
Si -0.0007 -0.0004 -0.0091
Si 0.0066 0.0004 -0.0057
Si 0.0091 -0.0115 -0.0051
Si -0.0012 0.0046 -0.0021
Si -0.0011 -0.0008 -0.0061
Si 0.0017 -0.0048 -0.0075
Si 0.0016 0.0054 0.003
Si -0.0043 0.0063 0.0022
Si -0.0023 -0.0003 0.0011
Si 0.0079 -0.0077 -0.0027
Si -0.0055 -0.0014 0.0064
Si 0.0006 0.0063 0.0012
Si -0.0019 -0.0117 -0.0008
Si -0.0067 -0.0034 -0.0012
Si 0.0017 0.0042 -0.0004
Si -0.0006 0.0024 0.0066
Si -0.0046 -0.0036 -0.0001
Si 0.007 -0.0129 0.0023
Si -0.0014 0.0051 0.0019
Si 0.0035 -0.0012 0.0014
Si -0.0022 -0.001 0.0065
Si -0.0029 -0.0015 -0.0003
Si -0.0075 0.0067 0.0058
Si 0.0013 0.0061 -0.0032
Si 0.0007 -0.0018 0.0074
Si -0.0066 0.0021 0.0007
Si -0.0021 0.001 0.0056
Si 0.0045 -0.0009 -0.0004
Si 0.0042 -0.0076 0.0021
Si 0.0073 -0.0087 0.0043
Si -0.0097 0.0154 -0.007
Si -0.0034 0.0028 -0.0005
Si 0.0053 0.0122 -0.0049
Si 0.0042 -0.003 0.0017
Si -0.0017 -0.0055 -0.0011
Si -0.0041 -0.0036 0.002
Si -0.0003 0.0007 0.0043
Si 0.0054 -0.0104 0.0021
Si 0.0054 0.0013 -0.0049
Si 0.0021 -0.0008 -0.0005
Si -0.0022 0.0061 -0.0002
Si 0.0004 0.0033 -0.0044
Si -0.0027 -0.0055 -0.0021
Si 0.0031 0.0026 0.0013
Si -0.0075 0.0017 0.0005
Si -0.0053 0.0051 -0.0001
Si -0.0012 -0.003 0.0001
Si 0.0013 -0.0058 0.0002
Si 0.0003 0.0059 -0.003
Si 0.0068 0.0056 -0.0016
Si 0.0029 0.0021 0
Si 0.0006 -0.0033 -0.0023
Si 0.002 -0.0001 0.0046
Si 0.0059 0.0085 0.0008
Si -0.0035 0.0049 0.0041
Si -0.0101 0.0034 -0.0014
Si -0.0072 0.0024 0.0014
Si 0.0057 0.0046 -0.0005
Si -0.0004 -0.0074 0.0027
Si -0.0044 -0.0048 0.0006
Si -0.0028 0.0065 -0.0017
Si 0.002 0.0033 0.0034
Si 0.0037 -0.0023 0.0002
Si -0.0006 -0.0011 -0.0007
Si -0.0021 0.0028 0.0017
Si -0.0051 0.0044 0.0039
Si 0.0041 -0.0087 0.0003
Si 0.0076 0.0023 0.0001
Si -0.0006 -0.0082 -0.0005
Si 0.0014 -0.0009 -0.0007
Si -0.0063 -0.0012 0.0035
Si -0.003 -0.0077 -0.0021
Si 0.0014 0.0017 -0.0029
Si -0.0002 0.0088 -0.004
Si 0.0067 0.0064 -0.0027
Si 0.0011 0.0049 0.0012
Si -0.0003 0 -0.004
Si -0.0007 0.0041 -0.004
Si -0.0047 -0.0036 -0.006
Si 0.0132 -0.001 -0.0029
Si 0.0009 -0.0011 -0.0018
Si -0.0006 -0.0072 -0.0009
Si 0.0076 0.0021 0.0018
Si -0.0026 0.0013 -0.0017
Si 0.0061 0.0053 0.0006
Si -0.0022 0.005 -0.004
Si -0.0104 -0.0078 -0.0019
Si -0.0084 0.0045 -0.0037
Si -0.0136 -0.011 0.0019
Si -0.001 0.0048 0.003
Si 0.0074 -0.0024 0.0009
Si -0.0008 -0.0053 -0.0015
Si 0.0088 0.0031 0.0025
Si -0.0071 -0.009 0.0009
Si -0.0056 -0.0034 0.0035
Si -0.0005 0.0024 -0.0006
Si 0.0054 0.005 0.0038
Si 0.0047 0.0006 0.0024
Si -0.0067 -0.0027 0.0052
Si 0.0005 0.0035 -0.002
Si 0.0039 -0.0032 0.0022
Si -0.0078 -0.0032 0.0063
Si 0.0049 0.0028 0.0029
Si -0.0019 -0.003 0
Si 0.0008 0.0038 -0.0004
Si -0.0022 0.0043 -0.0008
Si 0.0102 -0.0059 0.0009
Si 0.0024 0.0058 0.0038
Si 0.0029 -0.004 0.0047
Si -0.0002 -0.0024 0.0008
Si -0.0101 -0.0049 0.0016
Si 0.0131 -0.0069 -0.0037
Si -0.0084 0.009 -0.0038
Si -0.0044 -0.0009 -0.0025
Si -0.0032 0.0039 -0.0069
Si -0.0014 -0.0023 0.0015
Si 0.0042 -0.0034 -0.0017
Si -0.0013 0.0151 0.0024
Si 0.0018 -0.0119 -0.0006
Si -0.0057 0.0054 0.0018
Si -0.0009 -0.0019 0.0031
Si 0.0039 -0.0036 0.0013
Si 0.0053 0.0059 -0.0038
Si -0.0071 0.0011 -0.0009
Si 0.0071 0.0088 -0.0012
Si 0.0131 -0.0089 0.0079
Si 0 -0.0037 -0.0005
Si -0.0075 0.0062 0.0002
Si -0.0137 0.0039 -0.0005
Si 0.0043 0.0037 -0.0047
Si 0.0022 -0.0058 0.0007
Si -0.0045 0.0039 -0.0041
Si 0.0006 0.0008 0.0049
Si -0.0048 -0.001 0.0036
Si 0.002 -0.0011 0.0019
Si 0.01 -0.0105 -0.0049
Si -0.0038 -0.003 -0.0019
Si -0.005 -0.0003 0.0005
Si -0.0007 0.0075 0.0007
Si -0.0061 0.0053 -0.0004
Si 0.0115 -0.0133 0.0002
Si 0.004 -0.0002 -0.0016
Si -0.0023 0.0048 -0.001
Si -0.0134 -0.0008 -0.0038
Si 0.0056 -0.0045 -0.0012
Si 0.0095 -0.0022 -0.0005
Si 0.0136 0.0093 0
Si -0.0067 0.0025 -0.0019
Si 0.0034 -0.0073 0.0036
Si 0.0112 0.0105 -0.0046
Si -0.0131 -0.0082 -0.0077
Si -0.0009 0.0061 -0.015
Si -0.0062 -0.0079 -0.0026
Si 0.0073 -0.0018 -0.0057
Si -0.015 -0.0027 -0.0039
Si 0.0082 -0.0021 0
Si 0.0138 0.0042 0.0021
Si -0.0132 -0.0014 0.0032
Si -0.0126 -0.0055 -0.0012
Si -0.0102 -0.0045 0.0042
Si 0.0045 -0.0111 0.001
Si 0.0144 0.0133 -0.0063
Si -0.0077 0.0048 -0.0044
Si 0.01 0.0021 -0.0035
Si -0.0068 -0.0026 -0.0014
Si -0.0075 -0.0027 -0.0006
Si -0.0065 -0.0153 0.0035
Si -0.0086 -0.0077 0.0065
Si 0.0076 0.0139 0.0115
Si 0.005 0.0006 0.0023
Si 0.011 0.0182 -0.0024
Si -0.0056 -0.003 0.005
Si 0.0051 0.0006 -0.0016
Si 0.007 -0.0068 -0.0007
Si -0.0073 -0.0051 -0.0081
Si 0.0116 -0.0006 -0.0025
Si -0.0121 -0.0039 0.0096
O 0.3737 -0.2566 0.178
O -0.129 0.0107 -0.0867
O 0.072 0.4089 0.0929
O 0.184 -0.4629 -0.2092
O 0.133 -0.3838 -0.3023
O 0.2143 0.1726 -0.5778
O -0.4074 -0.2409 -0.0172
O -0.0229 0.2881 -0.2035
O -0.2693 -0.2375 -0.2499
O -0.0972 -0.0703 0.2337
O 0.0286 0.0154 -0.1099
O -0.028 0.0224 -0.3224
O -0.164 0.3746 -0.0909
O -0.49 0.3248 0.1654
O -0.3231 -0.1905 -0.4689
O 0.0517 0.0164 0.0444
O -0.7144 -0.2647 0.0527
O -0.2931 -0.4755 0.013
O 0.0189 -0.2597 -0.427
O 0.3855 0.2656 -0.0683
O -0.2339 -0.1671 0.235
O -0.3118 -0.5532 -0.3362
O 0.1596 -0.2242 0.1369
O 0.3279 -0.1062 -0.5096
O -0.3021 0.0982 -0.2011
O 0.1403 0.0242 -0.1053
O 0.0054 0.2962 0.0764
O -0.1933 0.3092 0.2606
O -0.1695 0.0278 0.3576
O -0.5944 -0.2394 0.2777
O -0.2282 -0.2473 0.1597
O 0.0505 -0.1314 0.2644
O 0.3684 0.3816 0.1127
O 0.3646 -0.2773 0.5886
O 0.5455 -0.1262 0.3098
O 0.0135 -0.3668 0.0069
O 0.1193 -0.199 -0.3289
O 0.1701 0.3509 0.1272
O 0.1506 0.1594 0.2067
O -0.0301 -0.0364 -0.6909
O -0.2962 -0.4119 -0.1578
O 0.0683 0.1792 0.2879
O 0.1855 -0.4861 -0.0122
O 0.0406 -0.289 0.5148
O -0.3965 -0.2791 -0.1023
O 0.2574 0.4331 0.1826
O 0.393 -0.0675 0.453
O -0.4238 -0.2034 0.243
O 0.007 0.0666 0.3949
O -0.1378 -0.1609 0.5057
O 0.2544 -0.0347 0.2268
O 0.145 0.1291 0.4978
O -0.0195 -0.2083 0.3508
O 0.7602 0.0699 -0.0207
O 0.0059 -0.0766 0.3515
O -0.5623 -0.0193 -0.2467
O 0.031 -0.4405 0.0048
O -0.0721 0.3168 0.2031
O -0.6659 0.0796 0.0503
O -0.5582 0.4182 -0.0807
O 0.249 -0.1184 0.1989
O -0.3391 -0.3209 -0.0673
O -0.4509 -0.1978 -0.2855
O -0.2007 -0.3304 0.1045
O -0.0684 0.4798 0.11
O -0.0784 0.5506 -0.1771
O -0.5458 -0.0981 0.2389
O -0.2832 0.1762 -0.621
O 0.3119 0.13 0.55
O 0.0226 -0.1975 0.035
O 0.0341 0.2191 0.0226
O -0.3177 0.3729 0.2316
O -0.1902 -0.0258 0.0583
O -0.0686 -0.0945 -0.7775
O 0.2115 0.2011 -0.3623
O -0.5012 0.0592 0.2263
O -0.147 -0.2842 0.4708
O -0.0136 0.3184 0.2159
O -0.2543 -0.212 -0.1241
O -0.7345 -0.3096 0.0076
O 0.1354 0.3063 0.0845
O -0.2039 -0.4872 -0.019
O 0.1096 -0.0574 -0.5974
O 0.4592 0.1297 0.2196
O 0.1799 0.3183 0.1968
O 0.0282 0.1985 0.4
O 0.2479 0.0996 0.5089
O -0.1215 0.2821 -0.1025
O -0.2349 -0.2495 -0.4776
O 0.6245 0.0662 -0.286
O 0.0184 0.2317 0.1555
O 0.0998 0.574 0.3858
O -0.0309 -0.3725 -0.3574
O -0.2823 0.5122 -0.5026
O 0.303 -0.2271 -0.3491
O -0.2083 -0.2643 -0.1776
O 0.2175 0.3012 0.4264
O 0.14 -0.3975 -0.3063
O 0.0403 0.0721 0.5257
O 0.1572 -0.3911 0.1456
O -0.5472 -0.5794 -0.4376
O -0.0212 0.387 0.2163
O 0.1516 -0.1167 0.5325
O -0.0229 -0.1215 -0.0236
O -0.1718 0.4605 0.5294
O -0.275 0.2831 0.0094
O 0.0365 0.3312 -0.0928
O 0.075 -0.5021 -0.0368
O -0.2665 0.4016 -0.2653
O -0.5933 0.0096 -0.5826
O 0.1574 -0.0852 0.1246
O -0.4476 -0.2974 0.1422
O -0.3271 0.0354 0.1781
O 0.2664 0.4413 -0.5026
O -0.1146 -0.4544 -0.5373
O -0.2239 0.3569 -0.2684
O 0.2098 0.4118 -0.3335
O -0.2385 -0.1618 0.0679
O -0.4525 0.1064 0.1142
O -0.1356 -0.027 0.4709
O -0.1556 -0.0764 0.4273
O 0.2684 -0.4576 -0.2693
O 0.2154 -0.1692 -0.0518
O -0.5256 -0.1566 0.1269
O 0.3048 -0.3389 -0.2066
O 0.2807 0.3493 0.5104
O 0.0823 0.4669 0.3752
O -0.1102 0.1981 -0.6227
O -0.0811 0.056 0.5296
O 0.0061 0.2337 0.3593
O 0.1694 0.6763 -0.1118
O 0.0295 0.1352 -0.6751
O 0.6335 -0.1438 -0.3088
O 0.087 -0.3903 -0.3856
O 0.0631 0.6883 -0.4338
O 0.3448 -0.0353 -0.0877
O -0.0438 0.0538 -0.7307
O -0.1013 -0.3467 0.2789
O -0.4677 -0.0939 -0.1218
O -0.0502 0.4476 0.0829
O -0.2061 -0.6866 0.1969
O -0.2006 -0.0069 -0.3012
O 0.3826 0.269 0.0395
O 0.2524 0.1621 -0.0325
O 0.3324 -0.0739 -0.3811
O 0.1959 0.7186 -0.3029
O -0.62 -0.2319 -0.1428
O -0.0651 -0.0811 0.1894
O 0.0334 0.4232 -0.205
O 0.0824 0.0206 0.0125
O -0.1526 -0.2017 -0.0954
O 0.1075 -0.2083 0.6327
O -0.0048 0.151 -0.2854
O -0.1065 0.0493 0.4094
O -0.3908 0.2099 -0.0933
O -0.0982 0.0084 -0.3274
O 0.0873 0.3742 -0.3259
O 0.367 -0.4623 -0.1016
O -0.3997 -0.0487 -0.3245
O -0.1201 0.2601 -0.109
O 0.3741 -0.2601 0.3184
O -0.4743 -0.0266 0.3344
O -0.1094 -0.0174 0.4187
O 0.25 0.0796 0.0259
O 0.0648 0.3947 0.3777
O -0.1867 0.0187 0.1757
O -0.0561 -0.0318 0.2458
O -0.4811 0.0525 0.3831
O -0.0193 0.0414 -0.4615
O -0.3632 -0.0889 0.3934
O -0.1502 -0.2833 -0.4173
O 0.5023 -0.4862 -0.1321
O 0.088 -0.3273 -0.603
O -0.3861 -0.6969 -0.3291
O 0.1531 -0.1765 -0.0834
O 0.3452 0.4338 -0.2776
O -0.0587 -0.4563 -0.3725
O 0.2964 -0.1967 0.154
O 0.057 0.4624 0.1337
O 0.3286 -0.3846 0.0432
O -0.0792 0.2735 -0.4935
O -0.0065 -0.0898 0.1686
O -0.1576 0.5289 0.1137
O -0.0127 0.0244 0.2363
O 0.1523 0.5811 0.0124
O 0.1237 0.1397 -0.6196
O -0.27 -0.108 0.0908
O 0.1344 -0.1615 0.2098
O 0.0483 0.1527 -0.0641
O -0.2438 -0.3206 -0.0826
O 0.1252 0.1824 -0.2568
O -0.1396 -0.6164 0.1212
O -0.2436 -0.3471 0.2121
O 0.0016 -0.4739 0.3278
O 0.5198 -0.1723 0.2904
O -0.5091 -0.0058 0.4441
O -0.3723 -0.2723 -0.0586
O 0.1518 -0.1066 -0.1967
O 0.4494 0.3706 0.2985
O 0.0146 -0.2239 -0.5001
O 0.4434 0.4113 0.03
O 0.5824 -0.1558 0.1312
O 0.0381 -0.0723 -0.0031
O -0.1196 -0.4884 -0.0648
O 0.3064 0.1014 0.0568
O -0.7141 0.1248 -0.1747
O -0.0511 -0.2665 -0.1154
O -0.3974 0.2572 -0.0284
O 0.3052 0.0272 -0.3664
O -0.1876 0.1446 -0.1798
O -0.0492 -0.1584 -0.291
O 0.645 0.0534 0.1791
O -0.1617 -0.1231 -0.3548
O -0.1811 0.3585 0.4789
O -0.004 0.0483 -0.0823
O -0.0926 0.1951 0.2773
O 0.1592 0.3205 0.3117
O 0.1791 0.1819 0.4528
O -0.0095 0.2642 0.0297
O -0.1778 0.5252 -0.2625
O -0.3403 -0.3509 0.0535
O -0.4217 0.1284 0.2546
O 0.2396 0.3158 -0.4201
O 0.4625 0.06 0.1794
O 0.7063 0.016 0.181
O 0.1529 -0.3546 0.1706
O -0.0506 -0.476 0.2887
O 0.1583 -0.4763 0.1383
O -0.0035 0.4488 0.4433
O 0.432 0.153 0.063
O 0.2092 0.0755 -0.0119
O -0.1248 0.3747 0.0207
O 0.0946 0.0141 -0.1742
O -0.2395 -0.348 -0.4744
O -0.2556 0.2664 -0.4336
O 0.3736 0.1096 0.2133
O 0.0692 -0.1926 0.1486
O -0.36 0.6146 -0.1065
O 0.162 -0.3538 0.021
O 0.0821 0.2426 0.0192
O -0.0391 0.3574 0.3623
O 0.3167 0.2865 0.348
O -0.0871 0.1419 0.0964
O 0.2086 -0.3763 -0.0657
O 0.0348 -0.0131 0.5153
O -0.661 0.2311 0.0371
O 0.3083 -0.2749 0.0095
O 0.8175 0.057 -0.2293
O -0.0527 0.1898 0.0667
O 0.1202 0.2172 0.0858
O -0.0864 -0.0333 0.0677
O -0.0984 -0.0767 0.1041
O -0.0647 0.21 -0.2021
O 0.1219 0.4059 -0.1225
O 0.6382 -0.1443 -0.0699
O -0.3665 -0.2871 0.5362
O -0.3029 -0.5052 0.501
O 0.3692 -0.0901 0.0725
O -0.0723 0.0534 0.2725
O 0.0913 -0.3979 -0.0309
O -0.071 -0.5921 -0.0735
O 0.2172 -0.2739 0.1025
O 0.6088 -0.1953 -0.0661
O -0.1634 0.1568 -0.0254
